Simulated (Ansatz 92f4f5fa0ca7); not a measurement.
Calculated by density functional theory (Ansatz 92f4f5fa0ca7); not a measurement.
Periodic cell of 149 atoms, Si88O55N6, from a study of silicon, its oxide and their interface. The atomic structure is a simulated model.

Settings: functional r2SCAN; potential files Ansatz norm-conserving; basis plane waves; wave-function cutoff 1300 eV; density cutoff ratio 4; exchange-correlation grid ratio 1; k mesh 2 x 2 x 1, shifted by 0.5 0.5 0.5 of a step; self-consistency stop 5e-08 eV per atom in the density residual; occupations Fermi-Dirac, 0.05 eV; spin none; net charge 0.

Cell vectors (angstrom)
a, 10.9176, -0.0709, 0.0493
b, -0.0709, 10.9694, 0.0243
c, 0.0959, 0.0473, 21.263

Atoms: element, x, y, z (angstrom)
Si, -0.4708, 0.4301, -0.2146
Si, 2.6701, 3.1068, -0.0435
Si, 0.2281, 5.2551, -0.0975
Si, 2.9125, 7.9497, -0.0443
Si, 5.7472, -0.2002, -0.2227
Si, 8.3751, 2.3098, 0.6028
Si, 5.172, 5.8113, 0.1776
Si, 7.6155, 8.311, -0.2167
Si, 1.3432, 1.3977, 1.0793
Si, 4.0023, 4.2071, 1.546
Si, 1.3383, 6.7831, 1.2974
Si, 4.1597, 9.6989, 1.139
Si, 6.8218, 0.9917, 1.6732
Si, 9.767, 4.0853, 1.4917
Si, 6.7671, 6.9433, 1.5654
Si, 9.3489, 9.5032, 1.0076
Si, 0.184, 2.7134, 2.5786
Si, 2.8123, 0.1403, 2.487
Si, 0.0118, 8.2517, 2.5167
Si, 2.5046, 5.3745, 2.8866
Si, 5.5193, 2.7964, 2.7433
Si, 8.4005, -0.1795, 2.8031
Si, 5.343, 8.1993, 2.7718
Si, 8.3614, 5.488, 2.6895
Si, 1.2883, 3.9947, 4.3699
Si, 4.0006, 1.5209, 4.013
Si, 1.516, 9.6626, 3.8763
Si, 3.8187, 6.7471, 4.1854
Si, 6.9653, 4.064, 4.0199
Si, 9.7479, 1.1481, 4.0971
Si, 6.8363, 9.5176, 4.1973
Si, 9.6646, 6.8249, 4.1412
Si, 0.1095, -0.1332, 5.3473
Si, 2.6991, 2.6504, 5.6717
Si, 0.022, 5.5834, 5.5773
Si, 2.5722, 8.244, 5.3561
Si, 5.4492, 0.167, 5.1094
Si, 8.203, 2.5375, 5.5554
Si, 5.3714, 5.2707, 5.4795
Si, 8.1691, 8.0215, 5.5345
Si, 1.3754, 1.2147, 7.0059
Si, 3.9544, 4.0641, 7.0635
Si, 1.3245, 6.9839, 6.9153
Si, 4.0261, 9.7066, 6.569
Si, 6.5989, 1.1895, 6.9009
Si, 9.6695, 3.9899, 6.9438
Si, 6.6988, 6.6794, 6.9229
Si, 9.5061, 9.4863, 6.9183
Si, -0.0056, 2.7068, 8.3917
Si, 2.9706, 0.0255, 8.1466
Si, -0.0121, 8.1635, 8.345
Si, 2.8534, 5.7016, 8.4253
Si, 5.3688, 2.6495, 8.3676
Si, 8.0301, -0.163, 8.1645
Si, 5.3719, 8.2993, 7.8027
Si, 8.2762, 5.4662, 8.2275
Si, 1.4065, 4.3423, 9.7654
Si, 4.3799, 1.0214, 9.7573
Si, 1.8928, 9.46, 9.4726
Si, 4.3545, 7.3948, 9.576
Si, 7.2018, 3.745, 9.601
Si, 9.2054, 1.4664, 9.5539
Si, 6.8863, 8.6749, 9.6196
Si, 9.2787, 6.8498, 9.7037
Si, -3.5364, -2.1854, 14.397
Si, -4.0714, 1.5814, 11.3043
Si, -8.8282, 8.3915, 18.1618
Si, 1.8338, 11.4942, 11.6944
Si, 4.36, 1.8448, 12.5408
Si, 8.2245, 0.7436, 14.0321
Si, 11.1921, 4.7755, 14.4181
Si, -2.4384, -7.2576, 14.9964
Si, 10.0464, 5.0608, 11.826
Si, -8.8369, 3.3282, 12.2969
Si, 3.0558, 10.8268, 14.3094
Si, 6.5117, 4.3142, 12.4004
Si, 4.4471, 8.306, 14.5447
Si, -0.6772, 2.0006, 12.0618
Si, -4.0471, 4.1635, 19.6616
Si, -1.8812, 6.1826, 19.077
Si, 7.5423, 6.3672, 16.6161
Si, 0.2688, 13.9958, 16.629
Si, 5.9191, 7.2856, 12.275
Si, 0.8492, 0.2641, 18.1482
Si, -9.3395, 16.6253, 16.996
Si, 2.8371, 12.6218, 16.921
Si, 4.9486, 2.1552, 19.0166
Si, 4.3309, 6.7412, 16.9566
O, -1.6021, 1.6233, -0.6462
O, 0.1598, 0.0152, 19.5369
O, 3.6868, 2.7669, -1.2929
O, 1.5055, 4.2937, -0.6977
O, -0.4704, 6.1126, 19.9157
O, 11.3871, 15.3176, 17.6819
O, 1.2907, 9.6716, 17.7034
O, -5.0577, -1.8645, 14.8954
O, 8.3007, -3.5785, 19.8381
O, 7.1623, 3.2301, 21.0868
O, 3.6847, 8.1125, 17.7509
O, 2.0966, 8.2969, -1.4262
O, 6.8687, 9.7082, 20.4446
N, -3.0602, 2.3745, 10.2031
N, 3.4387, 1.1695, 11.195
O, 2.6597, 3.8532, 10.8946
O, 1.2615, 10.2756, 10.8157
O, -2.8032, 10.2348, 14.689
O, 3.0944, 8.4296, 9.9866
N, 5.8019, 7.5994, 10.5962
N, 5.757, 2.6955, 12.152
O, 7.6745, 4.1297, 13.5839
O, 1.2242, 5.6394, 15.442
O, 7.8869, -6.1834, 16.0531
O, 8.4705, 8.3836, 9.8994
O, 9.1664, 6.2797, 11.2053
O, 7.304, 0.5318, 12.6464
N, 10.2431, -7.2644, 15.2907
O, -5.1, -5.2387, 12.7463
O, -3.6806, -2.8395, 12.9066
O, 3.1426, 9.2599, 14.8092
O, -4.6546, 3.138, 18.6545
O, -6.7344, 7.077, 20.7456
O, -5.1048, 11.5812, 10.3381
O, 4.4058, 11.5278, 13.6154
O, 1.9286, 10.8568, 13.2334
O, 7.0565, 4.7154, 10.9062
O, 4.4253, 1.9055, 17.4418
O, 9.899, 0.8539, 10.924
N, 1.0173, 1.9712, 11.9151
O, 1.3066, 7.0187, 17.7887
O, -1.1974, 14.506, 11.8388
O, 9.6824, 1.2054, 13.4176
O, -8.7274, 1.1959, 18.1748
O, -5.0415, 5.4079, 19.9806
O, -6.3222, 8.049, 12.8846
O, 2.9483, 11.5784, 15.7158
O, 3.4194, 2.9221, 13.2497
O, 1.1734, 4.1982, 13.2917
O, 4.0769, 6.992, 15.3396
O, 5.9884, 6.6388, 17.1484
O, -0.0456, 1.4664, 17.2315
O, -0.6302, -5.3445, 13.3801
O, -7.6573, 16.4885, 17.3022
O, -2.6343, 4.7732, 19.1396
O, 7.9211, 1.9908, 15.0855
O, 1.8178, 13.7002, 16.1936
O, 5.3411, 11.7119, 19.7781
O, -3.1515, 7.5687, 15.3629
O, -2.0694, 6.6871, 17.5271
O, 11.3083, 5.1603, 10.8181

Results
free energy: -37626.271 eV
free energy less fixed offsets of N -289.75, O -463.61, Si -117.95 eV per atom: -9.621 eV
pressure: -3.57 GPa
stress xx, yy, zz, yz, xz, xy (GPa, positive in tension): 2.6, 4.48, 3.63, -0.65, 1.61, -0.28

Forces (eV/angstrom), in the order of the atoms: element, x, y, z
Si, -0.1912, 0.1391, -1.2701
Si, -1.3853, 1.4718, -0.7873
Si, 1.0121, -0.0494, -1.2727
Si, -0.9883, 0.8893, 0.1008
Si, 1.6946, 0.0042, 0.017
Si, -1.0815, 1.8906, -2.1223
Si, -1.191, 1.0424, 0.3612
Si, 0.4411, 1.1479, 0.5401
Si, 0.4483, 0.1322, -0.6641
Si, 0.5453, -0.0164, -0.7408
Si, 0.2713, -0.1857, 0.2607
Si, -1.2351, -1.0765, 0.6148
Si, -0.5893, 0.8689, -0.7192
Si, -1.0179, -0.7499, -1.0033
Si, 0.2131, -0.7844, -1.5786
Si, 0.6129, -0.0481, 0.9602
Si, -0.211, -0.0198, 2.5026
Si, 0.2665, -0.1691, -0.3983
Si, -0.4483, 0.745, 0.0813
Si, 0.0174, 0.1784, -0.1952
Si, -0.3014, -0.6201, -0.5681
Si, -0.7064, -1.6679, -0.0187
Si, -0.656, 0.8854, 1.0684
Si, -0.5632, 0.3377, 0.5602
Si, 0.0928, 0.0516, -1.1768
Si, -0.0231, 0.5199, -0.3029
Si, -1.5064, -0.3387, -0.2148
Si, 1.9984, 0.0367, -0.4171
Si, -0.0849, 0.0092, 1.1546
Si, -0.5192, 1.7947, -0.1021
Si, 0.0397, -0.3595, -0.5732
Si, -0.3349, 0.3862, -0.4331
Si, 0.6015, -0.3843, 1.2889
Si, -0.3714, 0.2043, -0.0824
Si, -0.0375, -1.1169, -0.1773
Si, 0.3983, 0.3948, 0.9608
Si, 0.2177, -1.5041, 1.6624
Si, 0.3006, 0.3352, -0.2489
Si, 0.0812, 0.495, 0.0068
Si, -0.2995, 0.3808, 0.46
Si, -0.7218, 0.711, -0.6714
Si, 0.9446, 0.0694, -0.2884
Si, 0.8531, -0.551, 0.1338
Si, 0.3282, 0.3246, -0.8361
Si, 0.5986, 0.9209, -0.6207
Si, -0.572, 0.553, -0.5521
Si, 0.616, -0.5077, -1.4597
Si, 0.0442, -0.3724, -0.1679
Si, 0.7412, 0.6398, 0.0119
Si, 0.5787, -0.6634, -0.1901
Si, 0.4907, 1.0176, 0.8214
Si, -0.2822, -0.1033, -0.059
Si, 0.0469, 1.0778, 0.1033
Si, 0.6277, -0.3115, 1.1357
Si, 0.717, 0.0501, 0.0745
Si, -0.7991, -2.0493, -0.3986
Si, 1.132, 0.1618, 0.9608
Si, 0.4885, 0.4858, -0.0619
Si, -1.2996, -1.195, 0.9938
Si, -1.5271, 0.4478, -0.3424
Si, -0.8377, 1.0747, -1.6575
Si, -0.1748, -1.4969, -0.5671
Si, -0.2646, 0.8932, -1.2045
Si, 0.0153, 2.9019, -0.5445
Si, -0.4201, 0.9443, 0.8848
Si, -1.6736, -1.3005, 1.0485
Si, 1.3887, 1.4242, 0.7008
Si, 0.0258, -0.4001, 1.2987
Si, -0.0212, -1.56, 1.2324
Si, 0.0928, -0.7683, -0.2351
Si, -0.6019, 0.6008, 2.5994
Si, -0.7541, -0.1969, -1.603
Si, 0.9059, 1.1595, 2.2469
Si, 0.4019, 0.5361, -0.0658
Si, 2.3837, -0.743, 1.6097
Si, 0.669, -1.1785, 1.1594
Si, -2.1555, 0.9852, -1.777
Si, 1.3055, -0.9594, -0.4917
Si, 1.8371, 0.6364, 2.5117
Si, -0.0924, 2.1072, 0.7987
Si, 0.5303, 0.0007, -2.034
Si, -0.8316, -0.1534, 0.634
Si, -1.2808, -0.9472, 1.4317
Si, -0.3464, -0.2549, -1.5048
Si, -0.6259, 0.0536, 1.0512
Si, 1.0273, -0.0077, -1.464
Si, -0.7507, -1.2328, -1.0225
Si, -0.545, 1.1316, -0.1083
O, 0.2013, -0.5139, 1.7394
O, -0.6792, 0.1144, 1.571
O, 0.5403, -0.2368, -0.5144
O, 0.1648, -0.8676, 1.2638
O, -0.2219, -0.8471, -0.0623
O, 1.3177, -0.6793, -1.0272
O, -0.3834, 1.1565, 0.1411
O, 0.7337, 0.5076, 0.3866
O, 0.173, -0.6344, -0.0186
O, 1.0699, 0.2246, -0.334
O, 0.1263, -1.378, -0.9721
O, -0.1007, 0.6198, 0.5049
O, -0.1902, -1.0778, 0.8001
N, 0.9178, -0.08, 0.2808
N, 0.759, -0.2242, -0.0481
O, -2.3017, 0.5199, -0.048
O, 0.6361, -0.2486, -1.1662
O, -0.1779, 0.4023, -1.2865
O, 0.0043, -0.0792, 0.2374
N, 0.3686, 0.1116, -0.1125
N, 1.9042, 0.1961, -1.0045
O, 0.4865, -0.6091, 0.203
O, 0.1512, 0.1084, -0.0252
O, -0.9045, 0.6124, 0.3433
O, -0.4213, -1.956, -0.0313
O, 0.0765, -0.9385, 0.9156
O, 0.4542, 1.4404, -0.6014
N, 0.6001, -1.7667, 1.253
O, -0.1464, 1.8927, -0.8068
O, 0.7086, 0.2068, -0.3753
O, 1.3065, 0.5856, -1.0449
O, -1.3866, -0.91, -0.8604
O, 1.8703, -1.6716, 0.5633
O, -0.2815, 0.0128, 0.9746
O, -0.2566, 0.2682, -0.3863
O, -1.2945, 0.7116, -1.8496
O, -0.5542, -0.5026, 0.955
O, -0.4361, 0.7697, 1.2736
O, -0.9337, 0.4397, -0.643
N, 0.3983, 0.0752, 0.4136
O, -0.8709, -2.1395, -1.4627
O, -0.9089, -0.0602, 0.1247
O, -0.52, -0.1848, 1.0016
O, 0.532, -0.312, 0.8534
O, 0.4491, -0.9227, -0.3179
O, -0.1404, -0.2045, 0.6346
O, -0.4262, -0.014, 0.3565
O, -1.9146, 0.6688, -0.2173
O, 2.7019, -1.5482, -1.8078
O, 0.5998, -1.4694, 1.8159
O, -0.2459, -0.8899, 0.2233
O, -0.0824, 0.2556, 0.0448
O, -1.4118, 1.1178, -2.7065
O, -0.8468, 0.5655, -0.7419
O, -0.4954, -0.4191, 0.1722
O, 0.1956, 0.6896, -0.0805
O, 0.4516, 0.8678, 0.2397
O, -0.442, 0.9337, -0.3214
O, 0.583, -1.1288, 1.0857
O, -0.2854, -0.3805, 0.5124
O, 1.0622, -0.3871, -1.0679
